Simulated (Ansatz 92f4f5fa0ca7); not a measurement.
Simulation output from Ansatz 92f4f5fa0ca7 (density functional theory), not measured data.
Periodic cell of 216 atoms, Si133O81H1N1, from a study of silicon, its oxide and their interface. The atomic structure is a simulated model.
Doubt: the cutoff is far below the 930 eV that the study's wrapper takes by default for these files, so forces and energies are approximate.
This geometry differs little from another in the collection (a relaxation step or a small displacement).

Settings: functional PBE; potential files Ansatz PAW; basis plane waves; wave-function cutoff 580 eV; density cutoff ratio 5; exchange-correlation grid ratio 1; k mesh 1 x 1 x 1, Gamma-centred; self-consistency stop 5e-08 eV per atom in the density residual; occupations fixed; spin none; net charge 0.

Cell vectors (angstrom)
a  10.938  0  0
b  0  10.938  0
c  0  0  31.6021

Atoms: element, x, y, z (angstrom)
Si  0.4568  -0.5283  24.2677
Si  4.7007  0.4905  24.0718
Si  3.1688  2.4141  24.094
Si  7.7072  3.2064  24.1791
Si  -0.7414  6.2253  24.3331
Si  5.9659  4.9651  24.3858
Si  2.0124  8.5403  24.1815
Si  8.6536  8.1373  24.2418
Si  1.3791  1.4052  25.3213
Si  6.6754  1.3591  25.2917
Si  4.1386  4.0496  25.5552
Si  9.4605  4.2062  25.3923
Si  1.2065  6.8384  25.5607
Si  6.8585  6.9546  25.3446
Si  3.9095  9.5674  25.3204
Si  9.6449  9.6596  25.6663
Si  2.6759  0.0299  26.8051
Si  8.1179  0.0856  26.7784
Si  -0.0299  2.7772  26.7158
Si  5.4769  2.6789  26.8749
Si  2.7116  5.4709  26.8019
Si  8.151  5.5563  26.8289
Si  -0.0186  8.2229  26.9678
Si  5.4041  8.2553  26.7152
Si  4.1018  1.3673  28.1838
Si  9.5708  1.3673  28.1838
Si  1.3673  4.1018  28.1838
Si  6.8362  4.1018  28.1838
Si  4.1018  6.8362  28.1838
Si  9.5708  6.8362  28.1838
Si  1.3673  9.5708  28.1838
Si  6.8362  9.5708  28.1838
Si  0  0  29.5511
Si  5.469  0  29.5511
Si  2.7345  2.7345  29.5511
Si  8.2035  2.7345  29.5511
Si  0  5.469  29.5511
Si  5.469  5.469  29.5511
Si  2.7345  8.2035  29.5511
Si  8.2035  8.2035  29.5511
Si  1.3673  1.3673  30.9183
Si  6.8362  1.3673  30.9183
Si  4.1018  4.1018  30.9183
Si  9.5708  4.1018  30.9183
Si  1.3673  6.8362  30.9183
Si  6.8362  6.8362  30.9183
Si  4.1018  9.5708  30.9183
Si  9.5708  9.5708  30.9183
Si  2.7345  0  0.6835
Si  8.2035  0  0.6835
Si  0  2.7345  0.6835
Si  5.469  2.7345  0.6835
Si  2.7345  5.469  0.6835
Si  8.2035  5.469  0.6835
Si  0  8.2035  0.6835
Si  5.469  8.2035  0.6835
Si  4.1018  1.3673  2.0507
Si  9.5708  1.3673  2.0507
Si  1.3673  4.1018  2.0507
Si  6.8362  4.1018  2.0507
Si  4.1018  6.8362  2.0507
Si  9.5708  6.8362  2.0507
Si  1.3673  9.5708  2.0507
Si  6.8362  9.5708  2.0507
Si  0  0  3.418
Si  5.469  0  3.418
Si  2.7345  2.7345  3.418
Si  8.2035  2.7345  3.418
Si  0  5.469  3.418
Si  5.469  5.469  3.418
Si  2.7345  8.2035  3.418
Si  8.2035  8.2035  3.418
Si  1.4027  1.3321  4.7333
Si  6.8629  1.3358  4.8198
Si  4.2335  4.0132  4.6959
Si  9.6139  4.0919  4.7895
Si  1.3954  6.8535  4.9074
Si  6.81  6.8716  4.6967
Si  4.0855  9.5505  4.9025
Si  9.6597  9.4586  4.7691
Si  2.6322  -0.0053  6.2732
Si  8.2775  -0.103  6.0473
Si  0.1503  2.7691  6.1013
Si  5.5649  2.7444  6.2297
Si  2.9752  5.4283  6.0244
Si  8.1797  5.5131  5.9986
Si  -0.0088  8.2207  6.4419
Si  5.5702  8.1763  6.2286
Si  3.7012  1.7981  7.3528
Si  9.9865  1.0095  7.166
Si  2.0918  3.631  7.2108
Si  6.6832  4.4884  7.4768
Si  4.7659  6.2595  7.379
Si  8.9282  7.2444  7.3944
Si  0.7119  10.2312  7.6678
Si  7.4339  9.092  7.419
N  7.7764  4.0261  8.8935
O  7.4192  9.324  9.0761
O  8.5135  6.714  8.9689
O  0.7868  10.2008  9.3639
O  4.0595  1.3544  8.9277
O  2.0006  4.3214  8.7215
O  9.2377  1.6292  8.4943
O  4.0962  6.782  8.8022
O  8.5883  9.0184  22.7713
O  8.2714  2.8165  22.6493
O  5.1112  5.1868  22.993
O  8.0917  2.8546  19.9808
O  10.846  10.503  22.6957
O  -0.4437  6.324  22.6955
O  1.853  7.8716  22.6236
O  4.6162  -0.0508  22.4819
Si  8.8482  5.2406  9.5965
Si  0.3356  10.3295  10.9388
Si  4.3538  7.0711  10.3704
Si  1.9283  9.981  16.2563
Si  -4.6848  6.4388  15.0152
Si  1.9019  3.179  18.4736
Si  14.2112  6.5557  14.2941
Si  5.4391  0.1257  21.084
Si  3.8345  -0.0744  13.9632
Si  5.3145  0.9845  9.8922
Si  8.0794  2.3597  9.3551
Si  0.3808  12.6561  16.3743
Si  0.953  6.6665  21.9258
Si  4.6811  1.7059  18.5606
Si  7.9893  1.8897  21.3339
Si  2.7411  8.8002  12.2794
Si  6.8791  3.8707  19.4802
Si  6.1749  -4.6483  17.9312
Si  4.2481  2.471  12.396
Si  10.3544  2.2741  11.2971
Si  5.1743  5.4579  21.4157
Si  -1.809  -3.9608  14.1907
Si  2.752  8.7158  18.6526
Si  -4.5022  3.562  14.1981
Si  2.8881  4.9144  11.8361
Si  11.7714  4.4571  9.8196
Si  5.4346  -2.6938  20.1677
Si  10.3806  8.3527  16.5625
Si  2.546  4.0116  21.3475
Si  -1.8269  4.4131  12.6856
Si  8.9624  10.9463  15.3785
Si  10.9731  8.3993  19.5935
Si  6.5299  9.2053  10.4436
Si  -1.4138  10.046  21.8465
Si  -4.8713  0.8298  15.8278
Si  8.8494  9.5569  12.5222
Si  3.066  5.9267  17.4094
O  0.2088  0.8981  11.5718
O  2.8437  5.2414  13.4291
O  8.7586  2.2132  10.8558
O  6.2365  4.8233  15.1903
O  3.912  4.68  20.7292
O  2.8278  2.9008  22.5208
O  -9.8757  0.2954  16.7809
O  4.1932  5.6676  11.1865
O  5.183  1.7165  11.3224
O  2.4686  18.1011  18.2666
O  10.2954  3.2616  12.6081
O  5.178  7.0852  21.2873
O  4.563  0.6481  19.8069
O  3.1819  8.0614  10.9032
O  -4.5459  2.2561  15.1331
O  2.5605  -0.5531  14.8325
O  1.7215  3.3402  20.1017
O  8.7513  5.0979  11.23
O  5.3118  0.9806  17.2495
O  11.4526  7.0623  20.4082
O  -1.1272  1.357  15.7955
O  6.5195  7.0122  16.5146
O  1.3636  -1.3714  11.9283
O  6.4674  1.3331  21.4246
O  -3.7771  5.0155  18.3164
O  -2.0437  -0.2339  13.7283
O  -1.1679  9.7655  11.186
O  9.9178  -1.6888  20.4838
O  10.4471  5.1594  9.1896
O  12.4094  5.2841  11.0853
O  -5.5768  10.3269  10.1935
O  5.8266  7.7337  10.5972
O  0.5382  2.5794  17.7791
O  2.208  4.6181  17.7841
O  1.7545  5.2602  22.0057
O  0.9869  8.6508  16.1184
O  -4.7902  -1.3296  20.7371
O  7.3573  9.4647  11.8401
O  3.0693  3.3056  11.6545
O  15.8147  6.9215  14.2892
O  6.509  4.7746  20.7942
O  -9.7663  13.4846  15.2164
O  -1.2102  16.5127  13.6335
O  -3.4398  -4.0063  14.1154
O  -1.3913  -1.2657  16.1704
O  10.2809  8.0055  18.1586
O  9.4797  8.2141  13.2041
O  3.5641  12.3717  13.4308
O  -3.1204  3.7102  13.3649
O  5.643  2.9556  18.957
O  3.9816  -2.1643  19.6836
O  6.7006  1.5085  9.1987
O  -3.4524  0.1059  16.0309
O  6.3144  7.5234  19.0003
O  12.3189  9.3  19.3217
O  2.8597  6.272  15.8304
O  2.5006  7.7828  13.5386
O  8.8908  0.5336  21.3306
O  -7.828  9.6077  17.3278
O  3.9291  9.8428  12.6987
O  4.638  5.7269  17.825
O  5.1996  3.5376  13.1561
O  3.1796  2.1978  18.1881
O  11.2911  2.9526  10.1686
O  5.1966  -0.1214  14.8341
O  -1.1766  7.1232  15.6877
H  -10.2364  13.6754  14.3894

Results
free energy: -131015.353 eV
free energy less fixed offsets of H -15.97, N -385.13, O -568.88, Si -635.61 eV per atom: 1.157 eV

Forces (eV/angstrom), in the order of the atoms: element, x, y, z
Si  -0.0054  0.0036  0.0009
Si  0.0002  -0.0066  -0.0037
Si  -0.0043  0.0058  -0.0013
Si  0.0005  -0.007  -0.0031
Si  0.0111  0.0149  -0.0316
Si  0.0056  0.0072  0.0049
Si  0.0082  -0.0037  -0.0024
Si  -0.0201  -0.0076  -0.0113
Si  -0.0012  0.001  0.0025
Si  0.0033  0.0018  0.0061
Si  -0.0076  -0.0034  0.0067
Si  0.001  -0.0047  0.0071
Si  0.0025  -0.0072  0.0049
Si  0.0067  0.0087  -0.0003
Si  -0.0026  -0.0029  0.0019
Si  0.0063  -0.0021  -0.003
Si  0.0017  0.0016  -0.0007
Si  -0.0068  -0.0017  -0.0011
Si  -0.0006  -0.002  -0.0021
Si  0.001  0.0003  -0.0022
Si  0.0027  0.0038  -0.0005
Si  -0.0036  0.0014  -0.0017
Si  -0.002  -0.0018  0.0028
Si  -0.0001  -0.0028  -0.0005
Si  -0.1696  -0.4569  0.3266
Si  -0.1778  0.4054  -0.5272
Si  -0.1944  -0.1176  -0.3506
Si  0.0043  0.1208  0.0905
Si  -0.013  0.1723  -0.469
Si  -0.3261  -0.1901  0.7775
Si  0.2241  0.3969  0.684
Si  -0.3298  0.1074  -0.5407
Si  0.0682  -0.0815  0.0039
Si  -0.1237  -0.0925  0.0522
Si  -0.0099  -0.0805  -0.0255
Si  0.1806  0.1109  0.0309
Si  -0.0868  -0.0596  0.022
Si  -0.0037  -0.0842  -0.0235
Si  0.0917  0.1022  0.0465
Si  0.035  -0.1327  0.0062
Si  -0.0384  0.0611  0.0022
Si  -0.0207  0.0194  -0.0569
Si  -0.0309  0.0523  0.0021
Si  -0.0068  0.0323  -0.0075
Si  -0.0231  -0.0163  -0.0542
Si  -0.0239  0.0636  0.0153
Si  0.05  -0.0239  0.0027
Si  -0.0659  0.0612  -0.0032
Si  0.0598  -0.0833  -0.0272
Si  -0.0193  0.0494  0.0037
Si  -0.0072  -0.0138  0.0365
Si  0.0621  -0.0612  0.0204
Si  -0.016  0.0433  0.0059
Si  0.1267  -0.1202  -0.0213
Si  0.0379  -0.0555  0.0109
Si  -0.0584  -0.0058  0.0461
Si  -0.1294  0.0332  -0.0716
Si  -0.0687  -0.0616  0.0151
Si  0.0927  0.0877  0.0423
Si  0.0423  0.224  -0.0625
Si  -0.0298  -0.1516  0.0108
Si  -0.1082  0.0571  -0.052
Si  -0.0054  0.1233  -0.0304
Si  0.1047  0.0238  0.0232
Si  0.0438  -0.3184  -0.2344
Si  -0.2912  -0.0766  0.6029
Si  0.3613  -0.2983  -0.4136
Si  0.1154  -0.1097  0.2604
Si  0.2651  0.3401  0.443
Si  0.1618  0.0136  -0.8471
Si  -0.0572  0.0536  0.648
Si  0.3199  -0.0656  -0.5157
Si  0.0016  -0.0027  0.0017
Si  0.0007  0.0029  0.0014
Si  -0.0027  -0.0066  0.0019
Si  -0.0004  -0.0029  0.0035
Si  0.0005  -0.002  0.0005
Si  0.0004  -0.0033  0.004
Si  -0.0001  0  0.0006
Si  0.0032  -0.0022  -0.0015
Si  -0.0003  0.001  -0.0041
Si  -0.0059  -0.0008  -0.0006
Si  -0.0023  0.0078  -0.0067
Si  -0.0057  -0.0046  0
Si  0.003  0.0067  -0.0016
Si  0.0037  0.0042  -0.0016
Si  -0.0006  -0.0016  -0.002
Si  -0.0033  0  -0.0044
Si  0.0137  -0.0016  -0.0016
Si  -0.0063  0.0047  0.0077
Si  -0.009  0.0019  0.0073
Si  0.0047  0.001  0.003
Si  -0.002  -0.0007  -0.0003
Si  0.0011  -0.0106  0.0018
Si  0.0036  -0.0046  0.0081
Si  -0.0028  0.0083  0.0044
N  -0.0036  -0.002  -0.0055
O  0.0027  -0.0002  -0.0055
O  0.0005  0.0021  -0.0036
O  0.0014  -0.0001  -0.0076
O  -0.0032  0.0007  0.0002
O  -0.0048  -0.0011  -0.0022
O  -0.0019  0.0009  -0.0045
O  0.0003  0.0008  -0.0017
O  0.0025  0.0016  0.0136
O  0.0004  0.0031  0.008
O  -0.0056  0  -0.0068
O  -0.0004  -0.0002  0.0028
O  0.0054  0.0026  0.0065
O  0.0228  -0.0005  0.0215
O  -0.0025  -0.0011  0.0016
O  -0.0016  0.0017  0.0109
Si  0.0005  0.0017  0.0053
Si  -0.0025  0.0009  0.0043
Si  -0.0007  -0.0016  0.0027
Si  0.0001  0.0012  0.0018
Si  0.0002  0  0.0014
Si  -0.001  -0.0001  -0.0034
Si  0.0003  0.0007  0.0022
Si  0.0023  -0.001  -0.0097
Si  -0.0023  -0.0019  0.0043
Si  0.001  0.0002  0.0051
Si  0.0051  -0.0059  0.0053
Si  -0.0022  -0.0031  0.0006
Si  -0.0167  -0.0198  0.0061
Si  0.0023  -0.0016  -0.0022
Si  -0.0037  -0.0006  -0.0068
Si  0.0018  0.0002  0.0007
Si  0  -0.0015  -0.0026
Si  -0.0019  0.0005  0.0016
Si  -0.0016  -0.0016  -0.0036
Si  0.0005  -0.0006  0.0007
Si  -0.0055  0.0003  -0.0093
Si  -0.0009  -0.0002  0.0032
Si  0.0009  -0.0004  0.0018
Si  0.0011  -0.0019  -0.0004
Si  0.0009  0.0002  -0.0009
Si  0.0002  0.0017  -0.003
Si  -0.0009  -0.0037  0.0002
Si  0  0.0013  0.001
Si  -0.0047  0.0098  0.0045
Si  -0.0019  0.0003  0.0011
Si  0.001  0.0015  0.0022
Si  -0.0002  0.0029  0.0009
Si  -0.0021  -0.0018  0.0041
Si  -0.0046  -0.0054  -0.0031
Si  0.0019  0.0039  0.0048
Si  -0.0003  0.002  0.0015
Si  0.0004  -0.0001  0.003
O  0  -0.0007  0.0003
O  0.0001  -0.0001  -0.0007
O  -0.0043  0.0002  -0.0059
O  0.0011  0.0003  -0.0009
O  0.0006  0.0048  0.0143
O  -0.0003  0.0043  0.0004
O  0.0006  0.0009  0.0011
O  0.0001  0.001  0.001
O  0.0009  -0.0018  -0.0031
O  0.0002  0.0004  -0.0003
O  -0.0014  0.002  0.001
O  0.001  0.0003  -0.0012
O  0.0017  0.0002  0.0041
O  0.0005  0  0.0008
O  0  -0.0014  0.0006
O  0.0012  0  -0.0001
O  0.0002  0.0006  0.0069
O  0.0014  -0.0012  0.0014
O  0.0007  0.0029  0.001
O  0.0014  -0.0053  0.0107
O  -0.0009  0.0003  0.0007
O  0.0002  -0.0008  0.0005
O  -0.0007  0.0008  -0.0007
O  -0.0015  0.0006  0.0026
O  -0.0001  -0.001  0.0015
O  -0.0001  -0.0015  -0.001
O  0.0023  0.0006  -0.0001
O  0.001  -0.001  -0.0004
O  0.0071  -0.0037  0.0034
O  -0.0006  -0.0014  -0.0007
O  0.0003  0  0.0001
O  0.0019  0.0014  0.001
O  0.0013  -0.0003  0.0004
O  -0.0003  0.0003  0.0006
O  0.001  0.0104  -0.0071
O  -0.0007  -0.0016  0.0013
O  -0.0007  0.0011  0.0026
O  0.0003  0.0004  -0.0002
O  -0.0015  0.0006  0.0007
O  -0.0007  0.0002  0.0011
O  -0.0033  0.0016  0.0057
O  0.0464  -0.003  0.0823
O  -0.0004  -0.0007  -0.0003
O  0.0001  0.0004  0.0018
O  0.0004  -0.0014  0.0004
O  -0.0001  -0.0005  0.0008
O  0.0011  0.0005  0.0001
O  -0.0027  0.0019  0.0017
O  -0.0032  0.0007  -0.0004
O  -0.0001  -0.0004  0.0009
O  -0.0006  0.0001  0.0015
O  0.0012  0.0016  -0.0007
O  -0.0028  0.0011  0.0006
O  -0.0032  0.0011  0.0043
O  -0.001  -0.0013  0.0015
O  -0.0007  0.0003  -0.0005
O  -0.0003  0.0001  0.0007
O  0.0022  0.0001  0.0021
O  -0.0003  0.0001  0.0013
O  0.0001  -0.0024  -0.0012
O  0.0002  0.0002  0.0004
O  0.0065  0.0034  0.0078
O  -0.0007  -0.0003  0.0004
O  0.0027  0.0038  -0.0023
O  0.0002  -0.0022  -0.0005
O  -0.0006  -0.0005  -0.0009
H  -0.0447  0.0053  -0.0804

The program warned: the cutoff lies below the one the program advises for these potential files; the exchange-correlation potential is rough where the density is thin.
